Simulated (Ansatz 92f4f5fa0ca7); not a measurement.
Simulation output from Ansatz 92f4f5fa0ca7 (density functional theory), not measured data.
Periodic cell of 351 atoms, Si241O110, from a study of silicon, its oxide and their interface. The atomic structure is a simulated model.
Doubt: the cutoff is far below the 930 eV that the study's wrapper takes by default for these files, so forces and energies are approximate.
This geometry differs little from another in the collection (a relaxation step or a small displacement).

Settings
functional: PBE
potential files: Ansatz PAW
basis: plane waves
wave-function cutoff: 580 eV
density cutoff ratio: 5
exchange-correlation grid ratio: 1
k mesh: 1 x 1 x 1, Gamma-centred
self-consistency stop: 5e-08 eV per atom in the density residual
occupations: fixed
spin: none
net charge: 0

Cell vectors (angstrom)
a  11.6015  0  0
b  0  13.3963  0
c  0  0  40.5525

Atoms and the computed forces on them: element, x, y, z (angstrom), force x, y, z (eV/angstrom)
Si  0  2.2327  1.1851  -0.0046  -0.0001  0.0142
Si  3.8672  2.2327  1.1851  -0.0152  0.0102  0.0127
Si  7.7343  2.2327  1.1851  0.0142  0.0194  0.0274
Si  1.9336  5.5818  1.1851  0.0377  -0.0184  0.0075
Si  5.8008  5.5818  1.1851  -0.0429  -0.0017  -0.0091
Si  9.6679  5.5818  1.1851  0.0032  -0.0381  0.0001
Si  0  8.9308  1.1851  0.0254  -0.0234  -0.016
Si  3.8672  8.9308  1.1851  0.0003  0.0139  -0.0024
Si  7.7343  8.9308  1.1851  -0.0003  -0.0279  -0.0233
Si  1.9336  12.2799  1.1851  0.0029  0.0178  -0.0189
Si  5.8008  12.2799  1.1851  0.0042  -0.0042  0.0621
Si  9.6679  12.2799  1.1851  -0.0465  0.001  0.0046
Si  1.9336  1.1164  1.9745  -0.0236  -0.0709  -0.0058
Si  5.8008  1.1164  1.9745  0.0053  -0.0228  -0.0247
Si  9.6679  1.1164  1.9745  0.0083  -0.0379  0.0008
Si  0  4.4654  1.9745  -0.058  0.0471  -0.0157
Si  3.8672  4.4654  1.9745  0.0031  0.0042  0.0188
Si  7.7343  4.4654  1.9745  0.0254  0.0243  -0.0137
Si  1.9336  7.8145  1.9745  -0.0529  0.0763  0.0023
Si  5.8008  7.8145  1.9745  0.0402  0.0011  -0.0058
Si  9.6679  7.8145  1.9745  -0.0496  0.1032  -0.018
Si  0  11.1635  1.9745  0.0679  -0.0337  -0.0272
Si  3.8672  11.1635  1.9745  -0.0667  -0.0189  -0.006
Si  7.7343  11.1635  1.9745  0.1577  0.0298  -0.0087
Si  1.9336  1.1164  4.3426  -0.0791  -0.1876  -0.0991
Si  5.8008  1.1164  4.3426  0.008  -0.0543  0.1748
Si  9.6679  1.1164  4.3426  -0.0062  -0.08  0.179
Si  0  4.4654  4.3426  -0.1909  0.0919  -0.2071
Si  3.8672  4.4654  4.3426  -0.0044  -0.0257  -0.2443
Si  7.7343  4.4654  4.3426  0.062  0.081  -0.06
Si  1.9336  7.8145  4.3426  -0.1252  0.239  -0.0379
Si  5.8008  7.8145  4.3426  0.1136  0.0076  -0.2965
Si  9.6679  7.8145  4.3426  -0.0784  0.2118  -0.0597
Si  0  11.1635  4.3426  0.2304  -0.0574  0.2932
Si  3.8672  11.1635  4.3426  -0.1754  0.0458  -0.0793
Si  7.7343  11.1635  4.3426  0.3605  0.1412  0.2125
Si  0  0  36.212  -0.3573  -0.0223  0.0307
Si  3.8672  0  36.212  0.2409  -0.0626  0.0307
Si  7.7343  0  36.212  0.1372  0.2498  -0.1412
Si  1.9336  3.3491  36.212  -0.148  0.0672  0.2778
Si  5.8008  3.3491  36.212  0.0009  -0.0739  0.0944
Si  9.6679  3.3491  36.212  0.0922  -0.2121  -0.3165
Si  0  6.6981  36.212  0.418  -0.2175  0.1477
Si  3.8672  6.6981  36.212  -0.1195  0.4159  -0.225
Si  7.7343  6.6981  36.212  -0.4418  -0.0092  0.2142
Si  1.9336  10.0472  36.212  0.0506  -0.1015  -0.298
Si  5.8008  10.0472  36.212  -0.0551  -0.3493  -0.1168
Si  9.6679  10.0472  36.212  0.1123  -0.0737  0.2382
Si  0  0  38.5801  -0.1473  0.0066  0.0034
Si  3.8672  0  38.5801  0.0752  -0.0118  0.0151
Si  7.7343  0  38.5801  0.065  0.107  0.0327
Si  1.9336  3.3491  38.5801  -0.0552  0.0202  0.0086
Si  5.8008  3.3491  38.5801  -0.0107  -0.0213  0.009
Si  9.6679  3.3491  38.5801  0.0383  -0.0722  0.0277
Si  0  6.6981  38.5801  0.1585  -0.0803  -0.0103
Si  3.8672  6.6981  38.5801  -0.0385  0.1764  0.0257
Si  7.7343  6.6981  38.5801  -0.1708  0.0068  0.0007
Si  1.9336  10.0472  38.5801  0.03  -0.0268  0.0152
Si  5.8008  10.0472  38.5801  -0.0061  -0.1385  0.0067
Si  9.6679  10.0472  38.5801  0.0444  -0.0361  -0.0057
Si  0  2.2327  39.3695  0.0188  -0.0014  0.0247
Si  3.8672  2.2327  39.3695  0.0033  -0.0046  -0.0055
Si  7.7343  2.2327  39.3695  -0.017  -0.0159  0.0078
Si  1.9336  5.5818  39.3695  -0.0266  0.011  0.0332
Si  5.8008  5.5818  39.3695  0.0363  -0.0024  -0.0043
Si  9.6679  5.5818  39.3695  -0.004  0.0403  -0.0721
Si  0  8.9308  39.3695  -0.0319  0.0192  -0.0068
Si  3.8672  8.9308  39.3695  0.0003  -0.0196  0.0483
Si  7.7343  8.9308  39.3695  0.0024  0.0207  0.0219
Si  1.9336  12.2799  39.3695  -0.0067  -0.0104  -0.0573
Si  5.8008  12.2799  39.3695  -0.0039  0.004  -0.0659
Si  9.6679  12.2799  39.3695  0.0406  0.0011  0.0107
Si  -0.2979  3.2336  26.5697  0.003  0.0002  0.0117
Si  8.2016  -0.448  26.2277  -0.0016  0.0054  0.0013
Si  9.0094  -2.059  30.0021  -0.0074  0.0103  0.009
Si  -2.0958  4.9063  29.8452  -0.0027  -0.0028  0.0017
Si  0.9807  2.1075  29.9012  0.0077  0.0151  0.0282
Si  15.4202  8.9136  32.1678  -0.004  0.0017  0.0036
Si  1.0872  0.0872  28.6991  0.0046  -0.0141  -0.003
Si  2.0617  4.9291  29.8442  -0.0212  -0.0008  -0.0117
Si  3.9263  5.6138  28.5034  0.0072  -0.0146  0.0004
Si  2.1138  8.6018  25.5561  -0.0014  0.0007  0.0036
Si  5.5318  15.431  26.4979  -0.0017  -0.0019  0.0012
Si  13.568  12.2252  32.3997  0.0045  -0.0007  0.0052
Si  5.3451  4.2668  30.0014  0.01  0.0058  0
Si  6.6511  5.8549  25.3701  0.0057  0.0088  -0.0067
Si  9.6772  5.423  32.2301  0.0009  0.0006  0.0023
Si  4.5902  4.8826  26.3069  -0.0019  -0.0005  0.0063
Si  3.8816  7.9396  28.1634  -0.0091  0.0283  0.0085
Si  6.7935  -1.1083  30.0299  0.0043  0.007  -0.001
Si  -4.7726  8.239  27.3295  -0.0012  -0.0004  0.0073
Si  1.9257  5.5829  32.1606  -0.0046  0.0015  0.0164
Si  5.7085  15.3873  21.9169  0.0014  -0.001  -0.0033
Si  0.0224  17.4138  28.8617  0.009  0.0102  0.0052
Si  5.9062  10.873  26.2591  -0.0045  0.0036  0.0076
Si  10.2448  11.6479  27.9999  0.0102  0.0066  -0.0019
Si  0.1382  2.137  32.1775  -0.0028  -0.0063  -0.0057
Si  3.7847  2.2436  32.4695  0.0066  -0.0081  0.0071
Si  7.7225  2.3172  32.1638  -0.0021  0.0022  0.0022
Si  7.5246  3.1114  29.8948  -0.002  -0.0001  0.0019
Si  5.7312  5.3759  32.1767  -0.0025  -0.0047  0.0006
Si  7.0199  0.9825  28.7338  0.0045  -0.0028  0.0097
Si  -0.2805  8.9217  32.2518  0.0064  -0.0042  0.0043
Si  3.5269  9.4887  29.8862  0.0059  -0.0052  -0.013
Si  7.803  8.8413  32.4246  -0.0033  0.0026  0.0036
Si  2.2329  12.0272  30.0876  0.003  -0.0013  -0.0093
Si  5.9468  12.2739  32.2733  0.0022  -0.0005  0.0039
Si  9.6592  12.1912  32.1793  -0.0023  0.0004  -0.0009
Si  1.9324  1.0347  33.2025  -0.003  0.0024  -0.0055
Si  5.8254  1.1415  33.0049  -0.0017  0.0032  -0.002
Si  9.6752  1.0973  32.8452  0.0062  0.0021  -0.0022
Si  0.0466  4.3754  33.0031  0.0017  0.0025  -0.0025
Si  3.8015  4.4861  33.1815  0.0022  0.0082  -0.0003
Si  7.713  4.4419  33.1141  -0.0004  -0.0029  -0.0014
Si  1.8022  7.8397  32.8886  0.0005  0.0105  0.0019
Si  5.7571  7.6966  32.8477  -0.0031  0.0014  0.0031
Si  9.6352  7.6329  33.2444  -0.0007  -0.0002  -0.0043
Si  -0.0275  11.1242  33.0625  0.0008  0.0001  0.0027
Si  3.9592  11.1225  33.0399  -0.0037  -0.0034  0.0022
Si  7.7904  11.1102  33.1848  -0.0034  -0.003  -0.0002
Si  1.9288  1.1067  35.5118  0.0005  -0.0002  0.0059
Si  5.8041  1.1234  35.3951  -0.0003  0.0002  0.0015
Si  9.6712  1.1146  35.3204  0.0003  -0.001  0.0015
Si  0.0055  4.456  35.3934  0.0028  0  0.0018
Si  3.8586  4.4824  35.499  -0.0012  -0.0033  0.0068
Si  7.7327  4.4726  35.4581  0.0009  -0.0006  0.0003
Si  1.9075  7.8239  35.3373  -0.0045  -0.0003  0.0019
Si  5.799  7.7944  35.3137  0.0038  0.0001  -0.0009
Si  9.6702  7.7714  35.5406  -0.0013  0.0009  0.0068
Si  -0.0047  11.1639  35.4259  -0.0015  -0.0005  0.0022
Si  3.8873  11.1632  35.4138  0.0018  0.0022  -0.0024
Si  7.7376  11.1621  35.4997  0.001  0.0021  0.0017
Si  0.0007  -0.0063  5.1616  -0.0014  0.0003  -0.0021
Si  3.8583  -0.0046  5.1384  0.0002  0.0001  -0.0001
Si  7.7332  0.01  5.1805  -0.0021  -0.0004  -0.0028
Si  1.9199  3.3472  5.0628  -0.002  0.0014  -0.0029
Si  5.8025  3.3581  5.1072  0.0002  0.0009  -0.0011
Si  9.6688  3.3469  5.1301  0.0008  -0.0002  -0.0028
Si  -0.0162  6.7103  5.103  -0.0027  0.0006  0.0016
Si  3.8635  6.7057  5.0612  -0.0018  0.0007  -0.0016
Si  7.7348  6.7055  5.127  0.0012  0.0012  -0.0015
Si  1.9568  10.043  5.2068  0.0009  -0.0016  -0.0021
Si  5.8074  10.0577  5.0618  -0.0003  0.0015  -0.0009
Si  9.7005  10.0488  5.1957  -0.0012  -0.0012  -0.0001
Si  0.0084  -0.0026  7.5557  -0.001  0.0007  -0.0018
Si  3.8329  0.0029  7.512  0.0003  -0.001  -0.0014
Si  7.7248  0.0469  7.5907  0.0011  0.0002  0.0026
Si  1.8852  3.356  7.3846  0  -0.0039  -0.0014
Si  5.7881  3.3989  7.4563  -0.0009  0.0004  0.001
Si  9.6572  3.3655  7.4984  0.0002  0.0006  0.0026
Si  -0.0444  6.7438  7.4549  -0.0017  0.0009  -0.0049
Si  3.8589  6.7374  7.3797  0.0013  -0.0022  -0.0023
Si  7.725  6.756  7.4894  -0.0006  0.0038  0.0008
Si  2.1066  10.0461  7.6446  0.0032  0.0022  -0.0044
Si  5.9129  10.0926  7.3813  0.0001  -0.0016  -0.0015
Si  9.8553  10.0735  7.6233  0.006  0.001  -0.0011
Si  -3.9015  2.3416  8.3375  -0.0019  0  0.0036
Si  6.6247  -1.5091  14.3945  -0.0023  0.0043  0.0006
Si  3.6647  2.5052  10.4136  -0.0027  -0.0015  0.0026
Si  0.9068  4.9372  13.3706  -0.0039  -0.0058  0.0016
Si  1.8977  5.6028  8.0502  -0.0017  0.0009  0.0001
Si  9.6243  5.5958  8.285  -0.0006  -0.0016  0.0074
Si  0.2174  8.8835  8.4669  -0.0086  0.0009  0
Si  4.1247  8.8867  8.3052  0.0011  -0.0005  0
Si  3.1377  4.2059  13.4295  0.0061  -0.0004  0.0128
Si  -2.171  5.5853  10.6519  0.0114  -0.0038  -0.0025
Si  5.7663  12.276  8.2767  -0.0015  0.0028  -0.0009
Si  10.1308  14.6782  13.585  -0.0073  0  0.0023
Si  3.3459  -0.3228  17.1564  -0.0022  0.002  -0.0027
Si  5.7524  5.653  8.2035  0.0001  -0.001  0.0005
Si  10.256  5.3108  17.6354  -0.0018  -0.0014  -0.0017
Si  7.3006  4.972  11.4672  -0.0101  0.0055  0.0133
Si  8.3671  0.2905  16.0185  0.0012  0.0012  -0.0023
Si  7.9353  5.6154  14.4961  0.0054  0.0038  0.0007
Si  -0.1445  4.4736  11.3028  -0.0049  0.0023  0.0002
Si  1.9327  12.2839  8.4467  0.0004  0.0007  0.0031
Si  7.5695  11.3461  11.4808  -0.0011  0.0052  0.0131
Si  -3.1263  13.724  18.8901  0  0.0016  -0.002
Si  7.702  7.0866  17.1112  0.0005  -0.0033  -0.0017
Si  9.5577  7.8294  11.2527  -0.0096  0.0002  -0.0088
Si  5.4214  6.0466  10.5137  0.0025  -0.0041  0.0006
Si  6.8777  2.937  15.426  -0.0072  0.0009  0.0004
Si  13.5872  1.2488  11.5254  0.0033  0.001  0.0035
Si  -4.1292  2.6437  10.7026  0.0054  0.001  -0.0056
Si  5.1813  8.4986  10.4902  -0.0031  0.0078  0.0035
Si  11.6007  2.2464  8.2943  -0.0016  -0.0006  0.0024
Si  2.0136  12.2775  10.8847  0.0034  0.0032  0
Si  2.979  1.8498  13.6672  -0.0053  -0.002  -0.0038
Si  11.381  3.7652  15.0738  0.0049  0.006  -0.0069
Si  -1.9976  11.2486  20.3453  -0.0009  0.002  -0.0007
Si  0.3759  7.9457  10.7377  0.0009  0.0041  0.0064
Si  9.4183  12.577  10.7888  0.0023  -0.005  -0.0006
O  15.871  35.0974  21.6352  -0.0031  0.0029  0.0024
O  -35.6802  18.8264  23.2574  -0.0011  0.0045  0.0001
O  5.2242  41.1967  25.2762  0.0014  0.0002  0.0036
O  8.7664  19.3513  17.5997  -0.0018  0  0.0017
O  -7.3084  -30.7207  11.5543  0.0071  -0.0074  -0.0058
O  -17.0818  4.5273  19.1929  -0.0009  0.0002  0.0026
O  3.7658  -1.0322  15.7594  -0.0001  -0.0003  0.0029
O  7.2908  20.1104  15.5464  -0.001  -0.0015  0.0011
O  1.8992  25.8768  20.5093  -0.0013  -0.0013  0.0025
O  -4.7872  -14.6226  25.924  -0.0046  -0.0016  -0.0002
O  12.8991  21.6603  16.8179  0.0004  0.0011  0.0026
O  9.4412  6.1595  14.1502  0.0002  0.0033  -0.0005
O  -22.4963  35.0973  26.3187  -0.0001  -0.0014  0.0008
O  13.7329  27.4965  16.8082  0.0019  0.0001  0.0019
O  17.1161  34.9988  28.2779  0.0049  -0.0043  -0.0029
O  36.8037  23.5337  24.9493  0.0009  -0.0018  0.0016
O  -10.812  25.9687  25.378  -0.0012  -0.0021  0.0005
O  -6.1148  41.758  20.3525  -0.0016  0.0001  0.0025
O  13.6834  -3.0212  29.8311  -0.0035  0.0005  0.012
O  8.3494  17.4525  20.6293  -0.0018  -0.0002  0.0011
O  -5.3224  24.3832  22.6657  -0.0029  0  0.0014
O  -7.0585  13.9544  17.8818  -0.0006  -0.0028  0.0029
O  -8.2982  8.4291  26.6725  0.0037  -0.0063  0.0058
O  -5.6015  30.3835  21.7937  -0.0018  -0.0006  0.0039
Si  0.8419  20.693  13.0941  -0.0034  0.0036  0.001
Si  3.8178  29.079  8.1221  0.0015  -0.0002  0.0025
Si  -6.3287  14.6614  13.3733  0.0029  -0.0025  0.0089
Si  -1.2292  20.3023  22.6901  -0.0046  0.0251  -0.0006
Si  19.1781  9.9934  22.5537  0.0024  -0.0022  0.0016
Si  -1.8373  9.4546  17.6135  -0.0002  -0.0001  -0.0012
Si  7.311  20.29  22.4121  0.005  -0.002  -0.0032
Si  -8.0599  4.8102  11.1998  -0.0043  0.0062  -0.0064
Si  -5.9718  -1.0221  10.6437  0.0083  0.0002  0.0034
Si  22.2252  -3.199  14.9058  -0.0008  -0.005  -0.0018
Si  16.4736  11.3067  29.0871  -0.0126  -0.0162  0.013
Si  14.9921  -3.7266  21.8005  -0.0036  -0.003  -0.0026
Si  16.9141  19.2318  18.5935  0.0017  -0.0022  -0.0032
Si  -7.3629  31.0618  16.2529  -0.0015  -0.0029  -0.0035
Si  -9.8379  9.0202  15.4493  -0.003  -0.0022  -0.0041
Si  -22.3235  11.2425  24.4315  -0.0082  -0.0044  -0.0002
Si  -7.5956  -2.3997  14.8984  0.0043  -0.0028  -0.0016
Si  11.0085  12.1908  12.4888  -0.0049  -0.0005  0.0039
Si  -0.6203  8.8004  27.1133  -0.0017  -0.0026  0.0024
Si  3.8884  24.4841  11.7255  -0.0111  0.0001  0.0031
Si  2.1549  15.4535  15.884  -0.0041  0.0052  -0.0006
Si  13.0707  13.9847  25.8607  -0.0013  0.0003  0.005
Si  -3.3026  16.8502  25.7268  0.0045  -0.0005  -0.0017
Si  -6.0182  14.7216  11.1042  -0.0053  0.0001  -0.007
Si  -10.5173  8.0525  20.8972  -0.0043  -0.0015  0.0015
Si  9.875  9.413  24.534  0.0147  -0.0154  -0.0091
Si  3.2954  16.3033  30.2848  -0.0133  -0.016  -0.01
Si  -0.0702  15.6283  10.6652  -0.001  -0.0041  0.0003
Si  -13.0754  20.9096  13.4829  0.0036  -0.0063  0.0028
Si  -4.0304  -4.2623  10.5439  0.0027  -0.0021  -0.003
Si  3.1812  11.8209  19.7746  -0.0012  0.0029  -0.0047
Si  -10.9142  25.81  21.5812  -0.0022  0.0021  0.0004
Si  -11.4901  21.4808  17.9565  -0.0005  -0.0019  -0.0015
Si  -0.6213  28.6533  22.1405  -0.0017  -0.0001  -0.002
Si  5.383  27.1372  19.2824  0.0015  0.0005  -0.0017
Si  -13.5256  25.7166  8.4158  -0.0007  -0.0001  0.0006
Si  -7.4922  14.0811  24.1189  -0.0022  -0.0021  -0.001
Si  1.5043  19.1915  10.3148  0.0085  -0.0087  0.0066
Si  -2.1206  16.5927  19.8279  -0.0011  -0.0006  -0.0005
Si  23.4446  17.7935  23.8143  -0.0022  -0.0022  0.0014
Si  -4.8145  31.3104  20.693  0.0025  -0.0034  -0.0018
Si  2.8612  32.8048  23.8734  -0.0027  0.0004  -0.0021
Si  -2.2217  1.454  11.3962  0  0.0067  -0.003
Si  8.3015  1.4325  23.6021  0.0011  -0.0025  -0.0007
Si  7.8432  9.0285  8.2143  -0.002  -0.0026  -0.0016
Si  3.7232  6.8306  21.196  0  -0.0021  -0.0032
Si  9.3513  20.6597  29.1  -0.0051  -0.0039  0.0027
Si  -6.8106  24.3866  23.406  0.0037  0.0013  0.0066
Si  -2.2109  9.058  30.6708  0.0022  -0.0078  0.0067
O  -11.8948  7.4488  21.4897  -0.0179  -0.0083  0.0252
O  -37.9489  0.4105  24.8669  0.0002  0.0005  0.002
O  13.266  18.4291  23.3958  0.0032  0.0007  0.0012
O  -5.3118  2.4206  13.9942  -0.0024  0.0009  0.0014
O  -13.2352  37.3347  16.368  -0.0021  -0.0006  0.002
O  -16.2289  41.4203  22.6615  0.0007  -0.0002  0.003
O  -4.9637  19.4604  21.1947  0.0024  0.0032  0.0051
O  4.5836  -14.2044  20.1067  -0.0018  -0.0019  0.0038
O  -32.173  14.37  24.7686  0.0012  0.001  0.0005
O  0.7323  11.5911  11.7293  0.0039  -0.0028  -0.0023
O  -24.4074  24.6078  13.6574  -0.0012  0.0028  -0.0005
O  11.6621  2.8909  23.2106  0.0011  0.0005  0.0017
O  -21.4296  9.2094  21.8608  0.0029  -0.0014  -0.0006
O  -11.9942  12.9529  28.2107  -0.0078  -0.0078  0
O  19.1173  11.3069  13.1581  0.0021  -0.0022  -0.0131
O  -8.1361  37.1179  20.2945  0.0003  -0.0009  0.0053
O  -15.1034  27.2874  27.5694  -0.0025  -0.0006  -0.0009
O  -7.6601  18.2742  14.7536  -0.0042  -0.0035  -0.0035
O  -3.5674  5.0621  25.815  -0.0034  -0.0023  0
O  6.7742  6.1688  23.7697  -0.0011  -0.0041  0.0103
O  11.9305  13.9795  21.8438  0.0001  -0.0014  0.0011
O  -1.3736  -9.2906  18.7158  -0.0004  -0.0016  0.0021
O  -30.4211  15.0732  22.8359  -0.0011  0.0004  0.0033
O  -2.245  40.6623  14.7623  0.0033  -0.0002  0.0015
O  -14.048  -0.6207  20.0103  -0.0006  -0.0027  0.002
O  -12.5755  18.0701  16.1902  -0.002  -0.0007  0.0041
O  13.7336  20.2105  20.837  0  0.0003  0.0018
O  -18.9468  12.5345  23.6053  0.0005  -0.0021  -0.0002
O  6.9812  -3.6216  26.8271  0.0027  0.0009  -0.0004
O  -24.4068  34.8388  23.8351  -0.0053  0.0068  -0.0167
O  19.1182  15.0698  16.2206  0.0009  0.0013  0.0015
O  -14.6481  10.5214  21.3625  -0.0017  -0.0008  0.0013
O  -21.323  -5.4313  14.2054  0.0026  0.0003  0.0054
O  -14.7379  36.7606  23.938  0.0042  -0.0023  0.0016
O  0.3744  41.9904  26.0668  -0.0026  0.0003  -0.0009
O  -2.4692  0.0196  17.4266  -0.0013  -0.0001  -0.0002
O  5.613  10.6995  14.894  -0.0005  0.001  0.0011
O  17.9637  -6.4259  18.0393  -0.0012  0.0002  0.002
O  -2.7146  6.739  22.1122  0.0159  0.0085  0.0184
O  12.2472  29.4524  15.9263  0.0068  -0.0021  0.0016
O  13.6636  0.3274  27.365  0.0007  0.0001  0.0015
O  -0.9097  2.7194  20.7971  0.0006  -0.0011  0.0027
O  -0.4314  10.2804  27.8082  -0.0038  0.0037  0.0004
O  24.4987  -1.635  22.948  0.0003  -0.0021  0.0004
O  27.0971  46.1757  22.5998  -0.0013  -0.0004  0.0033
O  -0.5942  23.9651  24.3779  -0.0095  -0.0106  0.0057
O  18.2253  7.3481  26.0034  -0.0038  -0.0039  -0.0008
O  -4.1182  -1.0381  15.6886  0.0017  -0.0024  0.0015
O  -30.3608  3.2364  26.4218  -0.003  -0.0027  -0.002
O  3.4989  18.7524  25.1978  0.0015  -0.0014  0.0026
O  18.4924  13.3462  18.8455  -0.0011  -0.0009  0.003
O  19.9587  2.9741  24.1659  -0.0015  0.0017  0.0037
O  -7.2052  6.3807  19.808  -0.0022  0.0011  0.0042
O  -8.7267  11.8885  18.1745  0  -0.0007  0.0033
O  10.6894  7.5948  28.1734  0.0032  0.0004  -0.0023
O  19.6273  34.4071  28.2035  0.005  -0.0003  0.0042
O  3.209  9.7554  15.5908  0.0012  0.0004  0.0022
O  -3.2105  -4.8321  17.3195  0.0015  0.0028  0.0019
O  -3.6308  17.5206  15.1754  -0.0024  -0.0038  0.0016
O  4.2937  5.438  17.3796  0.0009  -0.0037  0.0006
O  -18.3815  -2.1551  27.4237  0.0022  0.0008  -0.0095
O  -11.7996  13.6283  13.261  0.0003  -0.0028  0.0055
O  3.7823  25.8546  29.6281  0.0008  0.0064  0.0025
O  0.6448  -16.649  15.0695  0.0001  0.0012  0.003
O  -16.1971  -24.0676  26.3845  0.0003  0.0002  0.0015
O  -6.5158  10.3814  24.9231  -0.0013  0  -0.0016
O  3.5513  24.6513  13.3431  0.0012  0.0008  -0.0008
O  -11.8693  19.8749  18.0283  0.0014  0.0013  0.0032
O  9.9295  8.7563  14.5505  -0.0004  0.0031  0.0047
O  -0.5295  11.4469  21.0517  -0.002  -0.001  -0.0003
O  17.1712  1.2533  27.9359  -0.0011  -0.0007  0.0015
O  -1.8925  8.9729  26.0976  0.0043  0.0009  -0.0115
O  -14.4915  15.2908  19.2292  -0.0001  -0.0002  0.0019
O  -16.073  -7.9623  13.0808  0.0003  -0.0039  -0.0101
O  -8.5019  16.5702  16.6371  0.0019  -0.0026  -0.0036
O  5.7614  -0.2138  13.9042  -0.0046  0.0014  -0.0005
O  -5.9185  16.9241  16.3336  -0.0003  0.0035  -0.0016
O  -13.7934  11.9087  26.5946  0.0048  -0.0062  0.005
O  -1.9434  16.4544  26.5281  -0.0021  -0.0024  0.0007
O  18.5926  8.4867  22.3242  0.0004  -0.0011  0.0007
O  -12.777  29.5848  14.1354  0.002  -0.0023  0.0025
O  9.6274  23.7305  18.9946  -0.0004  -0.0007  0.0029
O  2.3628  7.531  24.3239  0.0012  -0.0007  0
O  9.5996  14.5933  22.677  -0.0034  -0.0003  0.0033
O  -11.4657  17.7425  25.4472  -0.0001  0.0039  -0.0046
O  0.7529  8.5842  19.3878  -0.0005  -0.0016  0.0027

Results
free energy: -215753.234 eV
free energy less fixed offsets of O -568.88, Si -635.61 eV per atom: 5.576 eV

The program warned: the cutoff lies below the one the program advises for these potential files; the exchange-correlation potential is rough where the density is thin.
